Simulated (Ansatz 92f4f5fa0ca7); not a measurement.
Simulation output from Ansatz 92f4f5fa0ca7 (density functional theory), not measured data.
Periodic cell of 272 atoms, Si165O101B1H5, from a study of silicon, its oxide and their interface. The atomic structure is a simulated model.

Settings: functional PBE; potential files Ansatz PAW; basis plane waves; wave-function cutoff 700 eV; density cutoff ratio 5; exchange-correlation grid ratio 1; k mesh 2 x 2 x 1, shifted by 0.5 0.5 0.5 of a step; self-consistency stop 5e-08 eV per atom in the density residual; occupations fixed; spin none; net charge 0.

Cell vectors (angstrom)
a, 11.6015, 0, 0
b, 0, 13.3963, 0
c, 0, 0, 30.9504

Atoms and the computed forces on them: element, x, y, z (angstrom), force x, y, z (eV/angstrom)
Si, 11.78, -0.0858, 24.4638, 0.0172, 0.013, -0.0634
Si, 3.935, -0.0663, 24.2686, -0.0023, -0.0025, 0.0181
Si, 7.7787, -0.031, 24.5118, -0.0093, 0.0017, -0.0604
Si, 1.8125, 3.3713, 24.2556, -0.083, -0.011, -0.0509
Si, 5.8848, 3.2631, 24.2389, 0.0267, -0.0507, -0.0505
Si, 9.8258, 3.2019, 24.4039, 0.0448, 0.0033, -0.0356
Si, 11.6392, 6.7101, 24.0034, -0.0008, -0.0125, -0.0854
Si, 3.9549, 6.629, 24.266, 0.0264, -0.01, -0.0352
Si, 7.7946, 6.6254, 24.2094, -0.0188, 0.0182, -0.0318
Si, 2.1658, 9.8715, 24.0622, 0.0371, -0.0198, -0.0466
Si, 5.8826, 10.0164, 24.1435, -0.0446, 0.0031, -0.0516
Si, 9.8477, 10.0583, 24.1114, 0.019, -0.0467, -0.0676
Si, 11.7024, 2.1375, 25.2998, 0.0146, -0.0222, -0.0543
Si, 3.8494, 2.2175, 24.8829, -0.0188, 0.0036, 0.0551
Si, 7.801, 2.2184, 25.1477, 0.0104, 0.0188, -0.0123
Si, 1.9474, 5.6068, 24.9646, -0.022, 0.0098, -0.0046
Si, 5.8735, 5.5018, 25.0108, 0.0016, 0.0237, -0.0123
Si, 9.7611, 5.5284, 24.9208, 0.0254, -0.0103, 0.0062
Si, 11.7398, 8.8985, 24.893, 0.011, 0.0128, 0.0116
Si, 4.022, 8.8492, 25.0442, 0.0022, -0.0023, -0.0139
Si, 7.8653, 8.9118, 24.8662, -0.0047, -0.0123, 0.0209
Si, 2.0821, 12.0965, 25.0427, 0.0614, -0.0097, 0.0031
Si, 5.8394, 12.2039, 25.1055, -0.0619, -0.0196, -0.0189
Si, 9.764, 12.2275, 25.0557, 0.0115, 0.0279, 0.0275
Si, 11.6573, 2.1904, 27.5912, 0.0047, 0.0183, 0.0088
Si, 3.8767, 2.2259, 27.3065, -0.0121, 0.0092, -0.0233
Si, 7.7738, 2.2316, 27.4794, 0.007, 0.0069, -0.0074
Si, 1.9472, 5.5833, 27.3577, -0.0024, 0.0003, -0.0202
Si, 5.835, 5.5388, 27.3802, -0.003, -0.0104, 0.0013
Si, 9.7204, 5.5682, 27.3291, 0.0189, 0.0166, -0.0238
Si, 11.6733, 8.901, 27.3129, -0.0008, 0.0104, -0.0199
Si, 3.9366, 8.8925, 27.4059, -0.004, 0.0068, -0.012
Si, 7.7954, 8.9152, 27.2974, -0.0076, 0.0066, -0.0253
Si, 2.0071, 12.1888, 27.4098, -0.0042, 0.026, -0.0109
Si, 5.8307, 12.2393, 27.4488, 0.0012, 0.0157, -0.0079
Si, 9.7226, 12.2301, 27.4204, -0.0012, 0.0087, -0.0252
Si, 2.0078, 1.0546, 28.1981, 0.0356, -0.017, 0.004
Si, 5.8065, 1.1109, 28.1743, -0.0126, -0.0099, 0.009
Si, 9.6884, 1.0685, 28.2214, -0.0223, 0.0075, -0.0197
Si, 11.6302, 4.4706, 28.198, -0.0009, -0.0071, 0.0023
Si, 3.8761, 4.4437, 28.1606, 0.012, 0.0069, 0.0037
Si, 7.7822, 4.4733, 28.1921, -0.0093, 0.0037, -0.0043
Si, 1.9778, 7.8005, 28.1794, -0.0084, 0.0021, -0.0136
Si, 5.8703, 7.7793, 28.1655, 0.0121, 0.0098, 0.0023
Si, 9.7246, 7.8041, 28.141, -0.0023, -0.0034, 0.0071
Si, 11.6525, 11.1145, 28.185, 0.0075, -0.0003, -0.0014
Si, 3.9194, 11.1099, 28.2243, 0.0064, -0.0054, -0.0188
Si, 7.7758, 11.1221, 28.1853, -0.005, 0.0044, 0.0062
Si, 1.9336, 1.1164, 30.5554, 0.2631, -0.1855, 0.1155
Si, 5.8008, 1.1164, 30.5554, -0.1028, -0.0032, -0.1848
Si, 9.6679, 1.1164, 30.5554, -0.0047, -0.1351, 0.2078
Si, 0, 4.4654, 30.5554, 0.0512, 0.1412, 0.1007
Si, 3.8672, 4.4654, 30.5554, -0.0005, -0.0262, -0.1354
Si, 7.7343, 4.4654, 30.5554, 0.1127, 0.1114, 0.0425
Si, 1.9336, 7.8145, 30.5554, 0.0101, -0.0122, -0.1544
Si, 5.8008, 7.8145, 30.5554, 0.1857, 0.0039, -0.148
Si, 9.6679, 7.8145, 30.5554, 0.0421, 0.0002, -0.2861
Si, 0, 11.1635, 30.5554, 0.0721, -0.1651, 0.0154
Si, 3.8672, 11.1635, 30.5554, 0.0524, -0.1093, 0.2788
Si, 7.7343, 11.1635, 30.5554, 0.0727, -0.1313, 0.0362
Si, 0, 0, 0.3944, -0.1887, 0.2255, 0.0286
Si, 3.8672, 0, 0.3944, 0.0288, 0.1748, -0.1731
Si, 7.7343, 0, 0.3944, -0.0593, 0.1647, 0.1348
Si, 1.9336, 3.3491, 0.3944, -0.1681, 0.1124, 0.3042
Si, 5.8008, 3.3491, 0.3944, -0.015, -0.0885, -0.0135
Si, 9.6679, 3.3491, 0.3944, -0.1062, -0.0873, 0.117
Si, 0, 6.6981, 0.3944, 0.1437, -0.0057, -0.0087
Si, 3.8672, 6.6981, 0.3944, -0.2242, 0.028, -0.0905
Si, 7.7343, 6.6981, 0.3944, 0.0232, 0.0577, -0.1631
Si, 1.9336, 10.0472, 0.3944, -0.0205, 0.0056, -0.0902
Si, 5.8008, 10.0472, 0.3944, -0.1148, -0.0307, -0.0778
Si, 9.6679, 10.0472, 0.3944, -0.0015, 0.093, 0.1388
Si, 11.5432, 0.0726, 2.7709, -0.0463, -0.0101, 0.0004
Si, 3.8541, 0.0567, 2.7278, 0.0146, 0.0015, 0.0177
Si, 7.6715, 0.0523, 2.7836, -0.0004, 0.0092, -0.0027
Si, 1.862, 3.3873, 2.817, -0.0175, 0.0107, -0.0126
Si, 5.7575, 3.3825, 2.7656, 0.0052, -0.0073, 0.0023
Si, 9.6089, 3.3609, 2.7807, 0.0073, 0.0033, 0.0009
Si, 11.6245, 6.7387, 2.7592, 0.0113, 0.0109, 0.0036
Si, 3.816, 6.7333, 2.7601, -0.0338, 0.0037, 0.0037
Si, 7.7513, 6.7462, 2.7366, 0.0035, -0.0137, 0.0217
Si, 1.9068, 10.087, 2.7455, -0.0215, 0.0086, 0.0021
Si, 5.7707, 10.0554, 2.7474, 0.0339, 0.0172, 0.0136
Si, 9.6401, 10.104, 2.7802, -0.0213, 0.008, 0.0124
Si, 11.5124, 2.2856, 3.6753, 0.0005, 0.0017, 0.0165
Si, 3.8111, 2.2793, 3.5647, 0.0153, -0.0019, 0.0095
Si, 7.6594, 2.2833, 3.6586, 0.0005, -0.0175, 0.024
Si, 1.9136, 5.622, 3.6804, -0.0193, -0.0357, 0.0564
Si, 5.7853, 5.6463, 3.4327, -0.0022, -0.0078, 0.0064
Si, 9.6907, 5.6127, 3.488, -0.0135, -0.0078, 0.0134
Si, 11.5832, 8.9739, 3.5463, 0.0222, -0.0238, 0.0213
Si, 3.8235, 8.9654, 3.542, -0.0185, -0.0292, 0.0419
Si, 7.7062, 8.965, 3.5452, -0.0007, 0.0116, -0.0077
Si, 1.9072, 12.3583, 3.4239, 0.0151, -0.0205, -0.001
Si, 5.7369, 12.2825, 3.522, -0.0173, -0.0173, 0.015
Si, 9.6049, 12.3559, 3.5815, 0.001, -0.0083, 0.0122
Si, 11.3894, 2.3416, 6.1199, -0.0001, -0.0205, -0.0246
Si, 3.727, 2.314, 5.9397, 0.0066, -0.0007, 0.0226
Si, 7.5365, 2.3168, 6.0979, -0.0166, 0.0205, -0.0089
Si, 1.8842, 5.7954, 6.1799, 0.0094, 0.0058, -0.115
Si, 5.7393, 5.6882, 5.7503, 0.0038, -0.0126, 0.0457
Si, 9.6751, 5.6539, 5.8252, 0.0293, 0.0176, 0.0412
Si, 11.6949, 8.8869, 5.9372, 0.0481, 0.0718, 0.0035
Si, 3.5988, 8.8721, 5.93, -0.0293, 0.0403, 0.0052
Si, 7.6572, 8.9598, 5.8992, 0.0201, -0.0606, 0.0208
Si, 1.8315, 12.4302, 5.7337, 0.0245, -0.0075, 0.0439
Si, 5.6122, 12.2088, 5.869, -0.0073, 0.023, 0.0104
Si, 9.5239, 12.3516, 5.9668, -0.0075, -0.0147, -0.0189
Si, 1.7654, 1.2261, 6.6988, 0.0285, 0.0088, 0.0474
Si, 5.5692, 1.0205, 6.7063, 0.0018, -0.0292, 0.0576
Si, 9.4071, 1.1727, 6.9626, -0.0425, 0.0028, 0.0564
Si, 11.4934, 4.6085, 6.9305, -0.0699, 0.0181, 0.0689
Si, 3.9278, 4.565, 6.7137, 0.0941, 0.0257, 0.0664
Si, 7.686, 4.6995, 6.6064, -0.0031, 0.0192, 0.0242
B, 1.8445, 7.8437, 6.1569, 0.014, -0.0535, 0.0385
Si, 5.6642, 7.8682, 6.651, 0.0608, 0.0087, 0.0369
Si, 9.651, 7.871, 6.6265, -0.053, -0.0115, -0.0217
Si, 11.5652, 11.2435, 6.4663, 0.0645, -0.0025, 0.0156
Si, 3.5751, 11.1551, 6.6492, -0.0633, -0.016, 0.0404
Si, 7.586, 11.177, 6.6399, 0.0159, 0.0328, 0.0127
H, 7.5257, 11.131, 8.1359, -0.0003, -0.0102, 0.0026
H, 9.6492, 7.842, 8.1259, 0.0105, -0.004, 0.0005
O, 11.253, 4.6959, 8.614, 0.0027, -0.0199, -0.0207
O, 9.0834, 1.2045, 8.642, 0.0138, -0.0188, -0.0166
O, 3.2395, 11.2116, 8.2884, 0.0136, -0.0121, -0.0166
O, 5.3595, 0.6301, 8.3147, 0.0241, 0.0072, -0.0228
O, 4.4956, 4.4587, 8.2877, -0.0563, -0.0071, 0.027
O, 0.2658, 11.5744, 8.0629, -0.0347, -0.0145, 0.026
O, 5.761, 7.8032, 8.3235, -0.0369, -0.0126, -0.0068
O, 7.8088, 5.3704, 8.1347, -0.0257, -0.0235, -0.0125
O, 1.8374, 1.2674, 8.3679, -0.0143, -0.0079, -0.0005
H, 7.7439, 6.5815, 22.7086, 0.0034, 0.0046, -0.0008
H, 3.9564, -0.1706, 22.7749, -0.0035, 0.0083, -0.0048
H, 3.9657, 6.6573, 22.7644, -0.0006, 0.0044, 0.0019
O, 2.5034, 9.6276, 22.4286, -0.0285, 0.019, 0.0098
O, 0.4875, -0.1042, 22.8307, -0.049, 0.0255, -0.0152
O, 10.1723, 2.8956, 22.7889, 0.0038, 0.0251, 0.0288
O, 11.6069, 6.7885, 22.3148, -0.0007, 0.0198, 0.0028
O, 6.0467, 3.2208, 22.5869, -0.0115, 0.0013, -0.0024
O, 5.6822, 10.0975, 22.4751, 0.017, -0.002, 0.0117
O, 1.2352, 3.5318, 22.6699, 0.0089, -0.0097, 0.0184
O, 10.1002, 10.1966, 22.4492, -0.0335, 0.0044, -0.0004
O, 7.5683, 0.0349, 22.8737, 0.0419, 0.0158, 0.0036
Si, 0.9518, 4.4027, 14.9138, 0.0001, 0.0037, -0.0013
Si, 6.22, 8.0435, 12.5702, 0.0024, 0.0009, 0.0008
Si, 11.4869, 7.4308, 20.7964, -0.006, 0.0033, -0.0123
Si, 2.406, 9.3037, 20.8152, 0.0032, 0.0003, -0.0148
Si, 9.3134, 1.2218, 17.657, -0.0018, -0.0047, 0.0021
Si, 11.3095, 4.7467, 19.2726, -0.0001, -0.0001, -0.0007
Si, 3.0578, 2.3894, 14.2128, 0.0036, -0.0011, -0.002
Si, 4.466, 0.8107, 19.442, 0.0022, 0.0026, 0.0005
Si, 8.6867, 4.1355, 17.6412, -0.001, 0.0034, -0.0013
Si, 8.7403, 12.0042, 19.2828, 0.0014, -0.0007, -0.0006
Si, 4.7392, 7.9274, 16.5881, 0.0001, 0.0032, 0.0033
Si, 8.7857, 0.1389, 9.8793, 0.0087, -0.0168, 0.0076
Si, 4.8257, 4.8642, 9.8346, -0.0151, -0.0017, 0.0011
Si, -0.1165, 3.1166, 21.8295, 0.0003, -0.0019, -0.0156
Si, 8.2602, 0.3677, 21.4632, 0.0087, -0.0009, 0.0071
Si, 10.7634, 10.1587, 11.7885, 0.0013, -0.0023, -0.0017
Si, 6.2554, 2.6082, 21.1021, 0.0031, 0.0028, 0.0034
Si, 4.4366, 9.9484, 14.1948, -0.0014, 0.0005, -0.0009
Si, 4.1409, 3.0434, 17.1033, 0.0004, -0.0022, -0.0019
Si, 6.0476, 11.6444, 18.561, 0.0007, -0.003, -0.0047
Si, 10.2998, 4.9175, 12.7986, 0.0026, -0.001, 0.0013
Si, 1.0878, 1.3403, 9.8145, -0.0045, -0.0014, 0.0059
Si, 9.508, 9.7321, 20.9897, -0.0046, 0.0027, -0.0012
Si, 6.0397, 4.7797, 18.7563, 0.0021, 0.001, 0.002
Si, 6.3071, 9.7066, 21.0161, 0.0072, -0.005, -0.0081
Si, 7.9537, 5.1834, 9.7372, -0.0023, -0.0055, 0.0173
Si, 5.6101, 5.9578, 14.6408, 0, -0.001, -0.0018
Si, 10.6894, 3.8589, 9.924, 0.0028, -0.0146, 0.0146
Si, 7.6837, 0.6782, 15.0056, -0.0009, -0.003, -0.0024
Si, 5.0037, 12.4061, 15.8665, 0.0002, -0.0022, -0.0025
Si, 9.6905, 12.9918, 12.7945, -0.0018, 0.0007, 0.0008
Si, 2.0103, 12.2354, 19.596, -0.0044, -0.0021, -0.0045
Si, 4.8979, 7.6955, 19.4912, 0.005, -0.0027, -0.0017
Si, 4.9855, 7.8773, 9.7542, -0.0092, 0.0015, 0.0085
Si, 2.0336, 13.265, 16.7525, -0.0028, -0.0047, -0.0001
Si, 9.0311, 7.4579, 11.7835, 0.0029, 0.0046, 0.0035
Si, 3.789, 2.2116, 11.2888, -0.0015, 0.0045, 0.0072
Si, 1.0005, 13.2763, 14.0392, -0.0015, -0.0014, 0.0014
Si, 1.9799, 10.7065, 12.4655, -0.0012, -0.0033, 0.0023
Si, 11.2257, 11.9762, 9.4742, -0.0068, -0.003, -0.0018
Si, 5.5778, 0.009, 9.8039, 0.0016, -0.0094, 0.0144
Si, 3.0567, 5.5801, 16.2045, -0.0035, 0.0022, 0.0019
Si, 11.4981, 0.2584, 21.3698, -0.0103, -0.005, 0.008
Si, 0.5759, 2.5699, 17.386, 0.0019, -0.001, 0.0002
Si, 3.7265, 10.8214, 9.7943, -0.0037, -0.0084, 0.0119
Si, 7.9967, 3.7958, 14.5879, -0.0016, -0.0034, -0.002
O, 7.7917, 12.5319, 20.5118, 0.0187, 0.0124, -0.0094
O, 6.2409, 0.0346, 15.4828, 0.0091, -0.0057, -0.0015
O, 1.7319, 12.1919, 13.0814, -0.016, -0.0088, 0.0106
O, 6.001, 8.1545, 20.5942, -0.0169, 0.0152, -0.0167
O, 0.4208, 13.2632, 10.1168, -0.0009, 0.0013, -0.0241
O, 5.9263, 7.0438, 15.8502, -0.0384, 0.0001, -0.0105
O, 7.5458, 5.1449, 18.2446, 0.0018, -0.0202, 0.002
O, 4.1203, 1.9083, 18.2762, 0.0034, -0.0106, 0.0097
O, 11.3615, 10.6475, 10.3656, -0.023, 0.0091, 0.0148
O, 5.3351, 11.38, 17.1115, -0.0059, 0.0208, -0.0105
O, 5.0309, 1.578, 20.7644, 0.0193, 0.0048, -0.0196
O, 3.157, 13.3607, 19.9297, 0.0007, -0.0106, -0.0149
O, 7.6434, 11.4163, 18.2296, -0.0009, 0.0094, 0.0204
O, 3.4512, 6.9665, 16.9433, 0.0162, -0.0112, -0.034
O, 4.2615, 6.4142, 10.0366, 0.0282, -0.0063, -0.0146
O, 9.8805, 11.373, 12.4879, 0.02, 0.0124, -0.0122
O, 9.8775, 0.2089, 21.4915, 0.0032, 0.0041, -0.0085
O, 9.4218, 13.3463, 18.6727, -0.0219, -0.0223, -0.0085
O, 1.7911, 12.23, 17.9837, 0.013, 0.0209, 0.0128
O, 6.0344, 8.1195, 10.9636, -0.0214, -0.0075, 0.0046
O, 2.5811, 10.9618, 10.9537, 0.0217, 0.0007, 0.0077
O, 5.6181, 13.1966, 18.8833, -0.0187, -0.001, 0.015
O, 10.8444, 1.6946, 17.5868, -0.0038, 0.02, -0.0045
O, 4.7555, 11.5016, 14.5377, -0.0047, -0.0137, 0.0207
O, 0.7773, 3.6812, 18.5959, -0.0186, -0.0113, -0.0152
O, 5.4723, 6.7401, 13.2109, 0.0209, 0.013, 0.0173
O, 10.0642, 4.7604, 18.2316, 0.0008, -0.0146, 0.0067
O, 0.5643, 9.8647, 12.5995, 0.001, 0.016, 0.0052
O, 5.6742, 9.3895, 13.2958, -0.0174, -0.0201, 0.0018
O, 11.7275, 6.3054, 19.6113, -0.0103, 0.0159, 0.0131
O, 1.7529, 1.4321, 17.2294, -0.0059, -0.0175, -0.0078
O, 3.0575, 9.8549, 13.3396, 0.0118, 0.0197, -0.0026
O, 1.9507, 1.1948, 14.1212, 0.0022, -0.0019, -0.0048
O, 9.9753, 6.4958, 12.6647, -0.017, -0.0123, -0.0224
O, 7.1881, -0.1058, 10.0685, -0.0092, 0.0117, -0.0175
O, 8.9841, 4.0574, 13.2935, -0.0011, 0.0136, 0.0194
O, 7.6993, 1.8246, 20.9717, -0.0279, -0.0056, 0.0115
O, 4.0436, 9.2079, 9.7596, 0.0094, -0.0002, -0.0079
O, 0.969, 8.6108, 20.5622, 0.0107, -0.006, 0.012
O, 9.6048, 12.2168, 9.3538, 0.0137, 0.0193, 0.0249
O, 5.1931, 8.4624, 18.057, -0.0076, -0.0278, 0.007
O, 9.0292, 3.939, 9.9308, 0.0008, 0.0303, -0.0155
O, 7.9069, 9.713, 21.1573, 0.0047, 0.0028, -0.0043
O, 9.8774, 8.8244, 11.4714, 0.0022, -0.0008, 0.0103
O, 11.0342, 4.4296, 11.4172, -0.0086, 0.0035, 0.0076
O, -0.1634, 2.403, 9.838, 0.0232, -0.0014, 0.0021
O, 6.718, 4.7965, 14.4814, 0.0046, 0.0015, -0.0012
O, 5.6746, 10.6839, 19.8447, 0.0129, -0.0027, 0.0065
O, 3.4839, 8.2275, 20.1655, -0.0024, 0.0176, -0.0014
O, 8.714, 0.6495, 16.2663, -0.0096, 0.0158, 0.0013
O, 9.3732, 0.4342, 11.399, -0.006, -0.0237, 0.0107
O, 4.0088, 2.2581, 12.907, -0.0247, 0.0053, -0.0016
O, 6.4308, 4.8125, 10.2454, -0.0049, 0.0106, -0.0144
O, 6.1774, 3.8549, 20.0776, -0.0021, -0.0063, -0.0151
O, 7.8214, 7.9172, 12.7725, -0.0101, -0.0069, -0.0119
O, 8.5137, 6.5613, 10.4785, -0.0015, -0.025, 0.0025
O, 8.4123, -0.1782, 13.8038, 0.0123, 0.0136, 0.0001
O, 0.9715, 12.7734, 15.6015, 0.0175, 0.0102, -0.0087
O, 3.0076, 4.2407, 17.1707, 0.005, 0.0047, -0.0234
O, 4.0699, 3.7328, 10.7383, 0.0086, -0.0142, -0.0032
O, 10.0527, 8.2309, 20.6156, 0.0093, 0.0059, 0.0169
O, 9.7994, 10.8586, 19.8072, -0.0263, 0.0053, 0.0122
O, 11.0813, 0.1683, 13.4815, -0.0028, -0.0226, -0.001
O, 4.2633, 9.1009, 15.5764, 0.0133, -0.0109, -0.0129
O, 1.5449, 5.7441, 15.6359, 0.016, -0.0301, -0.0052
O, 11.37, 4.8602, 13.9733, 0.0052, -0.0132, -0.001
O, 4.8719, 1.0984, 10.7893, -0.0071, -0.0094, -0.0131
O, 8.4603, 2.5607, 18.1216, 0.0159, 0.0127, -0.0238
O, 5.1222, 6.0811, 19.1947, 0.0173, 0.0062, 0.0002
O, 2.485, 10.7436, 20.0459, -0.0071, -0.0036, 0.0079
O, 4.0058, 2.4254, 15.5758, -0.0126, 0.0077, -0.0018
O, 0.2785, 1.7847, 20.9706, -0.0085, -0.0001, 0.0265
O, 3.595, 13.1627, 16.241, -0.0083, -0.0184, 0.003
O, 8.7543, 4.1345, 16.0029, -0.0171, -0.0116, 0.0054
O, 5.4902, 3.9216, 17.456, -0.0021, 0.0009, 0.0133
O, 2.1647, 3.7398, 14.0601, -0.0028, -0.0022, 0.0235
O, 0.3722, 3.3306, 15.9736, 0.0225, 0.006, 0.0045
O, 0.5979, 12.6413, 20.3131, 0.0245, 0.006, -0.0002
O, 7.4783, 2.2416, 14.544, 0.0181, -0.0005, 0.0121
O, 4.9565, 11.8963, 10.0761, -0.0091, 0.0163, 0
O, 2.2489, 1.7514, 10.8992, 0.0128, 0.0008, -0.0118
O, 4.1552, 5.3254, 15.0078, 0.0011, 0.0154, 0.0209
O, 10.9562, 4.2069, 20.7626, 0.0123, -0.0149, -0.0147

Results
free energy: -162589.083 eV
free energy less fixed offsets of B -155.45, H -17.10, O -569.03, Si -635.61 eV per atom: -0.453 eV

The program warned: the cutoff lies below the one the program advises for these potential files; the forces do not sum to zero within the program's tolerance; the exchange-correlation potential is rough where the density is thin.
